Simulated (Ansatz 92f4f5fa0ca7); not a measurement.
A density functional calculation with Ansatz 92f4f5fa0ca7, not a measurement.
Periodic cell of 234 atoms, Si134O100, from a study of silicon, its oxide and their interface. The atomic structure is a simulated model.

Settings
functional: r2SCAN
potential files: Ansatz norm-conserving
basis: plane waves
wave-function cutoff: 1300 eV
density cutoff ratio: 4
exchange-correlation grid ratio: 1
k mesh: 2 x 2 x 1, shifted by 0.5 0.5 0.5 of a step
self-consistency stop: 5e-08 eV per atom in the density residual
occupations: Fermi-Dirac, 0.05 eV
spin: none
net charge: 0

Cell vectors (angstrom)
a, 11.4801, -0.02, 0.2156
b, -0.0088, 15.2836, 0.0059
c, 1.2704, -0.3757, 23.2278

Atoms and the computed forces on them: element, x, y, z (angstrom), force x, y, z (eV/angstrom)
Si, 1.0603, -0.8225, -0.0047, -0.1666, -0.924, -0.4156
Si, 1.5036, 2.2932, -0.0551, 0.4125, -0.3011, -0.9054
Si, 1.4663, 6.9145, 0.2432, 0.5744, 0.2418, 0.5992
Si, 1.9162, 9.9493, 0.1479, -0.2077, -0.1734, 1.6046
Si, 5.0596, -0.9045, 0.6745, 1.4333, -0.3943, -1.8613
Si, 5.444, 2.1689, 0.3173, 0.6163, -0.4666, -1.5843
Si, 5.1449, 7.2298, 0.2754, -0.0022, 0.1936, -1.2096
Si, 5.4607, 10.4214, 0.2065, 0.5949, 0.9717, -0.8667
Si, 8.7307, -0.3786, 0.7635, 0.7858, 0.0334, -0.4589
Si, 9.0779, 2.6128, 0.7473, -0.1984, 0.7927, -1.0409
Si, 8.8987, 5.6461, 0.1486, 0.4255, 1.4991, -0.0515
Si, 9.4737, 10.7635, 0.0755, -0.2105, -0.3102, 0.2169
Si, 3.0718, -1.0936, 1.5639, -1.3668, -0.4988, 0.7352
Si, 3.3979, 2.6803, 1.412, -0.2485, 0.6127, -0.5825
Si, 3.3884, 6.5284, 1.6363, -0.1982, 0.4887, -0.1965
Si, 3.6218, 10.5826, 1.6337, -0.2168, -0.1566, 0.0483
Si, 6.9667, -0.9492, 2.049, -0.2632, 0.0752, 0.5105
Si, 7.0995, 2.7041, 1.9358, 0.1832, -0.206, -0.7034
Si, 7.1546, 6.4438, 1.457, -0.48, 0.6404, 0.1424
Si, 7.4879, 10.5888, 1.51, -0.247, 0.2778, -0.5288
Si, 10.8597, -1.0131, 1.7676, -0.7649, 0.1692, 0.4862
Si, 11.1676, 2.6747, 1.7102, -0.1728, 0.0678, 0.1046
Si, 10.8777, 6.4098, 1.471, -0.4606, -0.3227, -0.2512
Si, 11.203, 10.3671, 1.6082, -0.1617, 0.0899, -0.3715
Si, 3.2627, 0.8852, 2.9045, 0.2763, -0.8084, 0.3823
Si, 3.3523, 4.5765, 2.8612, 0.49, -0.0749, 0.217
Si, 3.518, 8.5402, 2.9407, 0.2955, 0.1711, 0.2963
Si, 3.4239, 12.3877, 3.0898, -0.0129, 0.0553, -0.263
Si, 7.1048, 0.9135, 3.3417, -0.3378, -0.3285, 0.6522
Si, 7.0424, 4.7006, 3.0217, 0.4102, 0.4077, 0.2631
Si, 7.3941, 8.5265, 2.8347, 0.186, -0.2933, 0.006
Si, 7.3272, 12.328, 3.1272, 0.2054, -0.0558, 0.1916
Si, 10.9992, 0.8567, 3.2229, 0.507, -0.4195, -0.2631
Si, 10.9971, 4.6258, 3.0102, 0.6097, 0.0094, -0.0903
Si, 10.9923, 8.3844, 2.9306, 0.9774, 0.3147, 0.0235
Si, 11.03, 12.2806, 3.1205, 0.7504, -0.0196, -0.6472
Si, 1.451, 0.8811, 4.3786, -0.4022, 0.0414, -0.0656
Si, 1.4369, 4.6883, 4.2094, -0.5283, 0.266, -0.0989
Si, 1.5308, 8.5277, 4.1904, -0.5754, -0.0001, -0.3809
Si, 1.4897, 12.2922, 4.3574, -0.3069, 0.7758, -0.1423
Si, 5.1319, 0.7763, 4.4935, -0.1332, 0.3246, 0.123
Si, 5.2115, 4.6337, 4.3785, -0.6301, -0.0886, 0.1835
Si, 5.5119, 8.4979, 4.3283, -0.4037, 0.0167, -0.4327
Si, 5.3922, 12.3121, 4.4837, 0.2034, -0.0726, 0.1506
Si, 9.0714, 0.8207, 4.5699, 0.2129, -0.2373, 0.0971
Si, 9.05, 4.6609, 4.3402, -0.1654, -0.1308, 0.2361
Si, 9.2252, 8.4979, 4.4268, -0.5195, 0.0484, -0.1001
Si, 9.2219, 12.2874, 4.5534, -0.8952, 0.0846, 0.5322
Si, 1.485, -1.0394, 5.776, 1.2102, -0.2512, -0.52
Si, 1.3325, 2.851, 5.64, 0.672, -0.1847, -0.0499
Si, 1.4354, 6.64, 5.5607, 0.477, -0.3296, 0.2532
Si, 1.6308, 10.3951, 5.6374, 0.659, -0.5939, 0.1526
Si, 5.3799, -1.0953, 5.9586, 0.7539, 0.0387, -0.6335
Si, 5.0937, 2.7311, 5.7718, 0.1795, -0.2407, 0.1338
Si, 5.2595, 6.5732, 5.6941, 0.6096, 0.0053, 0.1929
Si, 5.6714, 10.3429, 5.8242, 0.0285, 0.0898, -0.6228
Si, 9.1628, -1.0836, 6.0078, 0.1028, -0.1089, -0.2041
Si, 8.979, 2.7564, 5.7936, 0.1928, 0.2809, -0.1163
Si, 9.1599, 6.5684, 5.7683, 0.4566, 0.0067, -0.318
Si, 9.2522, 10.3614, 5.9493, 0.7665, 0.1827, -0.5265
Si, 3.4929, -1.0714, 7.1989, -1.1093, 0.2901, 0.125
Si, 3.1818, 2.8126, 7.1222, -0.6058, -0.547, -0.6542
Si, 3.3142, 6.5327, 7.0281, -0.6214, 0.1649, -0.579
Si, 3.7182, 10.2901, 6.9675, -0.758, -0.2403, -0.5959
Si, 7.3095, -1.1932, 7.5163, -0.1841, 0.1228, -0.3222
Si, 7.0513, 2.566, 7.1039, -0.0331, -0.322, -0.0478
Si, 7.267, 6.4951, 7.059, -0.8527, 0.208, -0.5061
Si, 7.4839, 10.2629, 7.4452, -0.1606, 0.0394, 0.6476
Si, 11.1273, -1.0002, 7.3368, -0.6668, -0.0749, 0.1674
Si, 10.8992, 2.841, 7.1311, -0.6361, 0.566, 0.2743
Si, 11.0618, 6.6683, 7.2369, 0.0828, 0.334, 0.0083
Si, 11.2961, 10.5176, 7.2392, -0.8504, -0.0027, 0.1007
Si, 3.1233, 0.9283, 8.5318, 0.4368, 0.095, 0.4116
Si, 3.093, 4.6708, 8.4341, 0.1305, 0.3835, 0.6989
Si, 3.5812, 8.4211, 8.3157, 0.0671, -0.0943, 0.7195
Si, 3.8706, 12.1546, 8.2556, 0.5596, 0.471, 0.9285
Si, 7.0118, 0.803, 8.7786, 0.4939, 0.5112, 0.7066
Si, 7.0479, 4.5522, 8.2215, -0.315, -0.2689, 1.0369
Si, 7.4404, 8.1242, 8.7126, -0.1135, -0.1392, 0.4406
Si, 7.746, 12.1726, 8.99, -0.1479, -0.4408, 0.1211
Si, 10.8559, 0.9795, 8.5017, 0.6055, -0.155, 0.8909
Si, 10.851, 4.7558, 8.5805, -0.0879, -0.3471, -0.3063
Si, 11.2126, 8.6974, 8.6499, 0.4392, -0.1281, -0.211
Si, 11.5243, 12.4024, 8.6727, 0.318, -0.0994, 0.6321
Si, 1.1185, 1.2433, 9.9153, -0.4763, 0.0841, -0.2883
Si, 1.1523, 4.3515, 9.7863, 0.0297, 0.0604, 0.1939
Si, 1.7774, 9.1671, 9.6256, 0.4816, -0.1702, 0.2452
Si, 2.19, 12.2794, 9.7603, 0.1726, -0.2283, -0.1932
Si, 4.9788, 1.5097, 9.9632, -0.4171, -0.099, -0.8242
Si, 5.1073, 4.57, 9.5966, 0.4455, -0.6847, -0.313
Si, 5.3322, 7.6112, 9.8344, -0.04, 0.1686, 0.6511
Si, 5.6298, 12.2536, 9.9908, 0.0381, -0.161, -0.077
Si, 9.0986, 1.2438, 10.0228, -0.6885, 0.1902, 0.6726
Si, 8.821, 4.4253, 9.7358, -0.1892, -1.7147, 0.9216
Si, 9.5176, 8.1102, 10.1129, -0.328, 0.7491, 0.5186
Si, 10.0458, 12.2721, 10.4691, 0.8078, -1.0454, -0.1779
Si, 3.3058, 12.2511, 16.5383, -0.7432, -0.0812, 0.8025
Si, 9.1852, 13.6339, 21.2227, -0.6344, -0.3472, 0.679
Si, 0.2474, 11.8517, 15.6154, -0.4593, 1.0262, 0.3452
Si, -0.4949, 2.0505, 16.3117, -1.2556, 0.336, -0.1619
Si, 4.8171, 3.2297, 17.8881, -0.6603, 1.8219, 0.209
Si, 7.9127, 16.5296, 20.719, -0.5618, -1.124, -0.219
Si, 5.9402, 11.0326, 12.8862, -0.3774, 0.5506, -0.4643
Si, 10.7039, -0.2527, 12.0142, -2.6201, -0.177, 0.2301
Si, 11.4144, 9.9121, 20.4022, -2.1091, -0.1941, -0.7886
Si, 7.4694, -0.0471, 15.4624, -1.355, 0.763, 0.1418
Si, 4.9548, 13.6044, 14.3386, -1.1406, -0.5747, -0.1458
Si, 5.1163, -2.2264, 18.6148, 1.8973, 0.3591, 1.4668
Si, 4.6447, 8.37, 12.7989, 1.2169, -1.4513, 0.2907
Si, 11.287, 6.1424, 12.1378, 0.5135, 1.3557, -0.8874
Si, 1.5519, 5.5091, 19.1235, 1.6273, -1.4672, -0.8675
Si, 4.3687, 7.5763, 21.41, 1.5638, -0.2126, -0.6485
Si, 0.4008, 12.5625, 21.3188, 0.1738, 0.9588, -0.3119
Si, 7.4922, 4.354, 17.1878, -0.027, 0.9924, -0.1557
Si, 10.3673, -0.7845, 15.2002, -0.8672, 1.2876, -0.9065
Si, 4.0826, -0.9539, 11.4112, 2.0228, 0.4628, -0.1143
Si, 11.2365, 10.6303, 13.0782, -0.5518, -0.3038, 0.0022
Si, 10.2477, 5.7946, 20.3605, 1.6436, 1.5557, -0.5454
Si, 6.4474, 8.2821, 16.7809, 1.7377, -1.9992, -0.6747
Si, 8.7728, 4.883, 12.7581, -1.1457, -0.9068, 1.2162
Si, 4.4975, 8.7279, 18.5396, -0.6674, -0.1432, 0.7414
Si, 8.4605, 2.8353, 14.8502, 0.9961, 0.2439, -1.8243
Si, 7.0517, 7.1314, 13.9771, -2.9715, -0.3613, -0.0731
Si, -0.777, 9.4019, 17.2765, 0.6955, 0.8798, 1.2934
Si, 6.2399, 15.9186, 18.1209, -2.3818, 0.7157, 2.3211
Si, 8.7515, 7.1839, 17.9867, 0.0724, -0.501, 2.1539
Si, 5.6528, 10.7945, 17.1524, -2.0031, 1.5183, 1.0383
Si, 9.5147, 2.9787, 19.0405, -2.3179, 2.5418, 1.4782
Si, 14.5239, 3.1322, 20.3382, -1.2407, -1.245, 0.0967
Si, 1.6735, 8.2274, 12.4625, 0.5618, 0.2453, 0.2858
Si, 8.5797, 9.5255, 12.689, 0.5859, 2.472, 0.0831
Si, 1.858, 18.46, 17.4913, 1.6623, 0.9174, 2.1543
Si, 1.7198, 8.3694, 18.5905, -1.5431, 0.08, -2.4144
Si, 6.7024, 12.1546, 21.2428, -0.6994, 0.3976, 0.7278
O, 8.9634, 1.1094, 0.0023, -0.0924, 0.241, 0.4695
O, 2.5891, 4.6712, 20.082, -1.1174, 1.3639, -0.648
O, 7.3162, 7.9416, 18.1263, 0.3708, -0.0917, -0.3645
O, 1.6696, 2.9665, -1.5782, -0.2213, -0.0481, 0.5095
O, 1.4657, 8.4862, 0.7709, -0.091, -0.2427, -0.675
O, 1.8468, 7.02, -1.3674, -0.436, -0.203, 0.4653
O, 2.7262, 9.4578, -1.1945, 0.3177, -0.4117, -0.9135
O, 7.5437, 3.8663, 15.6301, -0.3816, 0.5384, 1.7518
O, 6.8057, 16.4684, 19.5386, 0.0306, 0.0974, -0.3424
O, 0.6842, 7.0615, 12.9575, -0.3223, -0.1765, -0.4706
O, 8.9849, 4.0833, -0.2097, 0.2546, -2.5634, 0.8348
O, 13.5554, 17.6301, 19.2037, 0.048, 0.8117, -0.722
O, 2.2124, 6.8418, 18.5416, 0.6321, 0.6297, -0.4092
O, 4.4636, 7.1284, -1.2756, -0.5738, 0.7101, 0.5343
O, 5.5988, 8.8133, 0.1706, -0.2861, -1.1563, -0.0789
O, 5.3188, 11.0426, -1.3931, 0.1205, -1.6847, 1.8653
O, 8.0952, -1.336, -0.3756, -0.3055, -0.2841, -1.6657
O, 4.5292, 3.1615, 19.5484, 1.2421, -0.3733, -1.886
O, 9.5145, 6.9535, 19.4884, -0.9951, 0.0329, -1.5203
O, 8.6074, 6.3308, -1.3141, 0.0929, 0.1014, -0.0251
O, 7.7229, 5.7396, 13.6959, 1.3742, -0.8564, -1.2433
O, 8.1866, 12.4217, 20.7031, 1.6884, 0.7822, 0.088
O, 0.7003, 11.3586, 20.2747, 0.2743, -0.0577, 0.306
O, 0.5948, 0.3934, 11.2839, 1.4699, 0.467, -1.1203
O, 5.1054, 3.095, 10.4417, 0.1068, 0.6509, -0.49
O, 8.916, 9.2998, 11.1229, 0.3519, -0.5432, -0.3092
O, 1.2522, 2.8252, 10.3954, -0.0451, -0.4496, -0.3328
O, 1.8475, 8.0849, 10.8539, -0.1046, 0.139, 0.5295
O, 9.9257, 9.8024, 13.5921, -0.7165, 0.1727, -0.8682
O, 2.0691, 10.6854, 10.3205, -0.4502, 0.1738, -0.4004
O, 2.7852, 13.5383, 10.7941, -0.8553, -0.712, -0.1457
O, 7.7713, 1.3971, 14.7543, -0.2474, -1.0698, 0.7811
O, 4.3898, 0.681, 11.242, -0.6359, -1.3472, 0.6367
O, 4.9978, 8.4125, 11.224, -0.0764, 0.2232, -0.4288
O, 5.2973, 6.012, 10.3781, -0.247, 0.5477, -0.3678
O, 5.383, 11.326, 11.3335, 0.2667, -0.1197, 1.1033
O, 5.1915, 9.7224, 13.4653, 0.0484, 0.8144, -0.1774
O, 12.4623, 9.6119, 13.0056, 0.2529, 0.0522, -0.3372
O, 1.7341, 11.9179, 16.2801, -0.1727, 0.1707, -0.1219
O, -0.5135, 13.3098, 15.7832, 1.1816, -1.9278, 0.2492
O, 3.4002, 18.8277, 17.0324, 0.6579, -0.4722, 1.1383
O, 9.0811, 2.8443, 10.2844, -0.2379, 1.6111, -0.8642
O, 9.9777, 2.8707, 15.4789, 0.8986, -0.9108, 1.3041
O, 3.1235, 8.1483, 13.1938, -1.4992, 0.0502, -0.5599
O, 8.4151, 5.1048, 11.1947, 0.1209, 0.0837, -0.2383
O, 10.8041, 11.269, 11.6321, -0.4405, 0.6099, -0.2322
O, 10.4003, 9.8881, 19.0545, 1.0513, 0.0662, 0.5008
O, 5.4339, 13.7726, 10.5691, -1.3359, 0.485, 0.8673
O, -0.9621, 2.3131, 17.9003, 2.9063, -1.5438, -3.8866
O, 0.5001, -1.5085, -1.4663, -0.3101, -0.3128, 0.639
O, 6.1162, -2.9888, 17.5505, 0.3416, -0.0639, -0.4392
O, 5.7126, 12.2231, 13.9838, -0.0615, -0.5331, -0.9195
O, 8.5584, 3.3526, 13.2969, 0.2694, 0.6165, 0.1954
O, 6.4612, 13.064, 22.5643, -0.1237, 0.3245, 0.5502
O, 10.0187, 4.3946, 19.6807, -0.6391, -1.7625, -0.587
O, 2.9892, 9.3123, 18.3651, 0.4204, -0.4933, 0.2973
O, -0.6846, 10.7154, 16.2875, -0.1089, -0.9819, 0.592
O, 6.9749, 7.3591, 15.5562, -0.1324, 0.6391, 0.9449
O, 10.1884, -1.5725, 11.1345, 0.5097, 1.3582, 1.2477
O, 8.1314, 3.2452, 18.1754, 0.8557, 0.0764, 0.3407
O, 5.2863, 14.6525, 18.5351, 0.2991, 0.4705, -0.2962
O, 9.4419, 0.7704, 11.6015, 0.8349, -0.8504, -0.4972
O, 10.8207, 0.4806, 16.1143, -0.0607, 0.4966, -0.0528
O, 6.0524, 14.6456, 14.8081, 1.9021, 1.206, 1.0965
O, 10.3424, 7.037, 11.0674, 0.3171, -0.1636, 0.5451
O, 7.5289, 10.7954, 12.8082, 1.0701, -0.5632, -0.2849
O, 10.8152, -0.5304, 13.629, -0.1546, -0.2015, -0.2734
O, 1.0796, 4.5826, 17.838, 0.5852, -0.2782, 0.6955
O, 7.3139, 17.3329, 21.9809, -0.5068, 0.4947, 1.3436
O, 8.4106, 14.9873, 20.866, 0.0666, 0.205, 0.2083
O, 4.2036, 10.9396, 16.3271, 1.5085, -0.8578, 0.4215
O, 8.7309, -0.9687, 15.1656, 0.8213, -0.3392, 0.0864
O, 1.0051, 8.7478, 19.9809, 0.0208, 0.1952, 0.2831
O, 0.8619, 5.2703, 11.1025, 0.2239, -0.0416, -0.1932
O, 5.3766, 17.1203, 17.3641, 0.764, -1.4158, 0.6821
O, 5.4552, 7.1114, 13.4427, 1.6941, 0.4658, 0.3245
O, 9.2539, 1.9895, 20.2545, 0.0255, 0.4217, 0.0888
O, 5.1247, 0.5877, 0.029, 0.1659, 0.4969, 0.5294
O, 7.337, 0.1579, 17.1218, 1.8074, -0.9246, -3.2286
O, 3.8433, 13.3625, 15.5196, 0.451, 0.7074, -0.874
O, 5.9057, 4.4535, 17.5928, -0.0785, -0.6592, 0.0965
O, 3.6432, -2.5472, 18.0923, -1.3794, -0.4206, -0.5669
O, 5.622, 12.5165, 20.1151, -1.1774, 0.5863, -1.253
O, 0.2338, 11.6663, 14.0152, 0.1178, 0.2359, -0.405
O, 5.3812, 10.0902, 18.6425, 0.0883, -0.3287, -1.0124
O, 10.3263, 5.2788, 13.0409, -1.251, -0.5044, 0.2521
O, 4.6523, 7.7208, 19.8023, -0.5743, 0.4637, 0.8895
O, -1.8214, 8.2293, 16.9169, -0.1888, 0.086, -0.6616
O, -0.7593, 13.4646, 20.5177, 0.7831, -0.3405, 0.4344
O, 0.6558, 8.6675, 17.2964, 1.7066, -0.3694, 1.6187
O, 10.0225, 12.264, -0.3199, 0.0342, 0.1744, -0.421
O, 4.9453, 7.9325, 17.1788, -0.8477, 0.3776, 0.4662
O, 8.4096, 5.7414, 17.331, -0.4519, -1.01, 0.0004
O, 6.628, 9.8316, 16.3807, 0.8609, 0.1193, -0.9147
O, 7.8643, 8.2854, 13.2666, -0.4319, -1.2567, 0.3253
O, 4.1332, 14.101, 13.0232, 0.1174, -0.168, -0.3123
O, 10.5598, 9.6623, 21.8051, 0.6594, 0.2123, -0.0673
O, 0.4224, 6.0583, 20.0202, -3.7978, 0.0992, 1.635
O, 1.422, 0.6767, -0.4418, 0.149, 1.5223, 0.1003
O, 1.0988, 2.4661, 16.2904, -1.5088, -0.7361, -0.3519

Results
free energy: -62180.550 eV
free energy less fixed offsets of O -463.61, Si -117.95 eV per atom: -14.250 eV
pressure: -1.22 GPa
stress xx, yy, zz, yz, xz, xy (GPa, positive in tension): 0.3, -0.42, 3.77, -0.47, 3.07, 0.25

The program warned: the forces do not sum to zero within the program's tolerance.
